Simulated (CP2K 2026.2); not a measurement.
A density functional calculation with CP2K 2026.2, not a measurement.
Periodic cell of 504 atoms, Si360O144, from a study of silicon, its oxide and their interface. The atomic structure is a simulated model.
Doubt: the forces sum to 1.53 eV/angstrom along one axis rather than to zero, so they err by at least 0.0030 eV/angstrom per atom on average; the grid cutoff is modest.

Settings: functional PBE; method Gaussian and plane waves; basis set DZVP-MOLOPT-SR-GTH; pseudopotentials GTH-PBE; grid cutoff 350 Ry, relative cutoff 50 Ry; k points Gamma only; occupations fixed; spin none; net charge 0.

Cell vectors (angstrom)
a 16.32 0 0
b 0 16.32 0
c 2.1872 -6.578 34.8275

Atoms and the computed forces on them: element, x, y, z (angstrom), force x, y, z (eV/angstrom)
Si 1.6 14.666 0.073 -0.1 0.186 0.8
Si 4.371 1.043 0.083 -0.051 0.156 0.801
Si 1.064 4.274 0.053 0.193 -0.074 0.742
Si 3.775 7.155 0.09 0.067 -0.194 0.776
Si 1.497 9.236 0.27 0.038 0.133 0.724
Si 3.83 12.473 0.036 0.211 -0.139 0.788
Si 8.858 8.674 34.798 0.057 -0.26 0.762
Si 9.343 1.696 0.178 0.106 -0.239 0.743
Si 9.285 -2.646 34.771 -0.326 0.222 0.71
Si 9.226 7.218 0.022 0.149 -0.299 0.778
Si 6.933 9.376 0.119 -0.127 0.203 0.763
Si 9.828 12.002 0.095 -0.199 0.055 0.781
Si 12.476 14.662 0.004 -0.045 0.13 0.714
Si 14.663 1.546 0.112 0.141 -0.039 0.727
Si 14.66 -2.794 34.8 -0.121 0.184 0.679
Si 15.247 6.523 0.135 -0.115 0.073 0.772
Si 11.967 9.743 0.073 0.202 -0.054 0.76
Si 16.938 5.885 34.751 0.115 -0.184 0.736
Si 2.762 -0.067 1.375 0.013 -0.008 -0.059
Si 5.485 2.753 1.253 0.013 -0.004 -0.043
Si 2.686 5.45 1.323 -0.006 0.001 -0.073
Si 5.38 8.214 1.421 0.023 0.006 -0.04
Si 2.702 10.899 1.393 0 0.017 -0.033
Si 5.474 13.638 1.274 -0.016 0.015 -0.046
Si 8.198 0.032 1.361 -0.016 0.008 -0.058
Si 10.928 2.786 1.451 0.023 0.003 -0.041
Si 8.174 5.52 1.298 0.002 0.042 -0.053
Si 10.829 8.212 1.406 0.008 0.009 -0.067
Si 8.18 10.906 1.375 0.009 -0.004 -0.049
Si 10.962 13.552 1.409 -0.007 -0.012 -0.063
Si 13.526 -0.035 1.376 0.001 -0.018 -0.025
Si 16.263 2.71 1.383 -0.022 0.017 -0.038
Si 13.589 5.382 1.32 0.025 -0.016 -0.054
Si 16.343 8.027 1.563 -0.006 -0.014 -0.042
Si 13.622 10.884 1.294 -0.001 0.017 -0.031
Si 16.301 13.557 1.343 0.002 0.018 -0.032
Si 1.372 1.343 2.67 0.002 -0.004 -0.005
Si 4.087 4.074 2.627 -0.005 -0.001 0.023
Si 1.402 6.707 2.861 0.008 -0.017 0.041
Si 4.071 9.582 2.783 -0.004 0.003 0.021
Si 1.311 12.213 2.746 0.006 -0.011 0.027
Si 4.118 14.925 2.744 0.017 0 0.035
Si 6.823 1.411 2.703 -0.016 -0.011 0.033
Si 9.542 4.189 2.721 -0.03 -0.004 0.014
Si 6.761 6.795 2.706 0.015 -0.003 0.011
Si 9.49 9.543 2.79 0 0.019 0.037
Si 6.802 12.28 2.678 -0.019 -0.01 0.014
Si 9.545 14.947 2.687 -0.002 0.003 0
Si 12.199 1.318 2.77 -0.003 0.012 0.028
Si 14.919 4.054 2.767 -0.005 0.012 0.046
Si 12.229 6.79 2.662 0.021 0.002 0.008
Si 14.939 9.508 2.708 0.002 0.009 0.006
Si 12.309 12.208 2.769 0.006 -0.024 0.027
Si 14.974 14.969 2.701 0.004 0.002 0.022
Si 16.337 0.002 4.061 -0.017 -0.013 -0.004
Si 2.733 2.716 4.021 0.001 0.023 0.001
Si 16.3 5.38 4.149 -0.01 0 -0.008
Si 2.739 8.164 4.129 -0.011 -0.015 -0.021
Si 16.295 10.849 4.1 0.001 0.012 0
Si 2.714 13.579 4.079 0.014 -0.002 -0.013
Si 5.463 0.023 4.066 -0.008 0.006 -0.021
Si 8.185 2.767 4.056 0.009 -0.005 -0.007
Si 5.421 5.418 4.051 0.003 -0.006 0.001
Si 8.123 8.154 4.093 0 0 -0.017
Si 5.461 10.927 4.091 0.002 0.005 -0.002
Si 8.167 13.614 4.054 0.001 -0.009 -0.005
Si 10.846 -0.024 4.109 0.016 0.007 0.006
Si 13.58 2.681 4.111 0.001 0.013 -0.008
Si 10.895 5.489 4.1 -0.004 -0.008 0.012
Si 13.574 8.15 4.054 -0.003 -0.006 -0.003
Si 10.895 10.88 4.116 0.005 0.012 -0.01
Si 13.64 13.606 4.098 -0.003 -0.01 -0.018
Si 1.387 -1.349 16.337 0.003 0.005 -0.004
Si 4.098 1.338 16.362 0.005 0.005 -0.002
Si 1.386 4.079 16.292 0.002 0.004 -0.013
Si 4.108 6.789 16.312 -0.009 0.003 -0.006
Si 1.361 9.542 16.27 -0.001 -0.007 -0.015
Si 4.069 12.246 16.313 -0.008 -0.003 -0.01
Si 6.8 -1.343 16.324 0.012 0.004 -0.01
Si 9.514 1.368 16.332 0.011 -0.005 -0.012
Si 6.795 4.075 16.368 -0.009 0.004 -0.001
Si 9.486 6.77 16.339 -0.008 -0.006 -0.006
Si 6.787 9.508 16.326 -0.007 0.001 -0.007
Si 9.517 12.228 16.325 -0.003 -0.002 -0.004
Si 12.241 -1.369 16.304 0.009 0 -0.009
Si 14.976 1.344 16.297 -0.007 0.01 -0.011
Si 12.22 4.099 16.292 0.003 -0.003 -0.014
Si 14.957 6.817 16.291 0 -0.006 -0.008
Si 12.239 9.543 16.32 0.007 -0.005 -0.006
Si 14.953 12.243 16.308 0.006 0.001 -0.004
Si 2.74 -0.008 17.753 -0.002 -0.008 -0.001
Si 5.454 2.693 17.733 0.003 -0.007 0.023
Si 2.729 5.45 17.653 0.009 -0.013 0.017
Si 5.463 8.124 17.704 -0.002 0.009 0.003
Si 2.739 10.841 17.655 -0.009 0.005 0.021
Si 5.398 -2.675 17.66 -0.008 -0.015 -0.001
Si 8.171 -0.004 17.697 -0.015 0.006 0.017
Si 10.851 2.773 17.67 0.011 0.004 -0.002
Si 8.145 5.417 17.766 0.01 -0.002 0.009
Si 10.847 8.174 17.629 -0.002 0.013 0.011
Si 8.121 10.889 17.676 0.016 -0.009 0.01
Si 10.908 -2.75 17.669 -0.007 -0.002 -0.006
Si 13.591 0.006 17.646 0.002 -0.003 0.026
Si 16.388 2.673 17.63 0.002 -0.002 -0.011
Si 13.605 5.437 17.63 -0.008 0.005 0.01
Si 16.286 8.235 17.618 -0.003 0.001 -0.009
Si 13.593 10.91 17.702 0.003 0.003 0.017
Si 16.34 -2.734 17.647 0.007 -0.002 0.01
Si 1.369 1.353 19.107 -0.003 0.015 -0.002
Si 4.016 4.037 19.041 0.001 -0.006 -0.033
Si 1.373 6.915 18.907 0.002 0.009 -0.035
Si 4.098 9.483 19.04 -0.004 -0.009 -0.022
Si 1.383 12.201 18.992 -0.005 0.008 -0.028
Si 4.102 -1.365 19.135 0 0.002 0.009
Si 6.858 1.35 19.115 -0.001 0.012 -0.021
Si 9.503 4.047 19.144 -0.011 -0.011 0.004
Si 6.78 6.777 19.139 -0.013 0.005 -0.005
Si 9.466 9.496 19.011 -0.011 -0.005 -0.023
Si 6.733 12.285 18.989 0.004 -0.013 -0.019
Si 9.561 -1.39 19.002 -0.002 0.001 -0.013
Si 12.245 1.431 18.968 0.023 0.005 -0.017
Si 15.028 4.05 18.906 -0.012 0.008 -0.035
Si 12.234 6.83 18.948 0.016 -0.008 -0.046
Si 14.966 9.571 19.059 0.009 -0.006 -0.008
Si 12.226 12.234 19.101 -0.001 0.009 -0.009
Si 14.959 -1.375 18.972 -0.007 -0.017 -0.036
Si 16.309 -0.067 20.381 0.011 -0.027 0.056
Si 2.667 2.738 20.522 0.023 0.012 0.041
Si 16.341 5.526 20.15 0.004 0.002 0.041
Si 2.684 8.173 20.401 0.006 0.015 0.039
Si 16.357 10.908 20.431 0.011 0.006 0.054
Si 2.741 -2.824 20.405 -0.009 -0.007 0.051
Si 5.482 0.01 20.498 0.006 0.019 0.036
Si 8.224 2.643 20.6 -0.014 -0.011 0.044
Si 5.37 5.364 20.415 -0.001 -0.019 0.044
Si 8.156 8.165 20.483 0.006 0.014 0.041
Si 5.428 10.896 20.368 -0.007 -0.002 0.045
Si 8.127 -2.712 20.325 0.012 0.006 0.027
Si 10.91 0.042 20.297 -0.009 -0.012 0.041
Si 13.709 2.713 20.3 -0.003 -0.029 0.045
Si 10.904 5.496 20.355 -0.01 0.016 0.055
Si 13.546 8.211 20.334 -0.032 0.023 0.055
Si 10.797 10.85 20.395 -0.014 -0.003 0.043
Si 13.635 -2.697 20.399 0.015 -0.008 0.046
Si 17.453 -1.688 21.644 0.058 0.086 -0.766
Si 4.307 1.593 21.807 -0.13 -0.131 -0.798
Si 1.423 4.44 21.637 0.041 -0.256 -0.685
Si 3.745 6.513 21.673 0.14 0.067 -0.774
Si 1.607 9.776 21.781 -0.137 -0.161 -0.782
Si 3.89 11.949 21.799 0.088 0.205 -0.731
Si 7.101 -1.173 21.766 -0.237 -0.049 -0.728
Si 9.438 0.97 21.876 0.011 0.345 -0.677
Si 6.525 3.805 21.759 0.125 0.11 -0.795
Si 9.789 7.022 21.758 -0.172 -0.085 -0.748
Si 6.974 9.799 21.726 -0.039 -0.233 -0.72
Si 9.177 12.006 21.649 0.175 0.026 -0.751
Si 12.506 -1.026 21.594 0.026 -0.187 -0.751
Si 14.779 1.109 21.701 0.099 0.173 -0.744
Si 12.619 4.397 21.476 -0.152 -0.1 -0.757
Si 14.8 6.639 21.491 0.071 0.187 -0.761
Si 11.947 9.279 21.697 0.112 0.129 -0.758
Si 15.204 -3.831 21.735 -0.165 -0.125 -0.75
Si 13.829 8.891 31.913 -0.007 0.003 0.116
Si 3.987 -5.083 30.804 0.003 -0.03 -0.013
Si 7.937 4.682 32.761 -0.058 -0.018 0.237
Si 6.71 -2.787 26.794 0.051 -0.023 -0.048
Si 11.676 5.475 26.53 -0.033 0.067 -0.013
Si 2.209 9.723 32.741 -0.027 -0.091 0.138
Si 7.83 1.909 27.964 0.117 0.004 -0.058
Si 15.876 3.079 23.825 -0.131 0.011 -0.072
Si 13.363 4.561 29.003 -0.008 -0.101 0.045
Si 5.339 -2.588 23.977 -0.01 -0.028 -0.136
Si 5.299 6.119 28.636 0.039 -0.056 0.022
Si 12.756 1.403 29.405 -0.055 0.037 0.032
Si 14.378 9.614 25.996 -0.012 -0.061 -0.128
Si 4.359 7.728 26.569 -0.017 0.013 -0.023
Si 4.034 -0.051 30.569 0.023 0.007 -0.075
Si 15.162 -0.195 30.368 -0.006 -0.101 0.145
Si 11.991 8.333 27.468 -0.067 0.057 0.036
Si 2.694 4.417 28.462 0.046 0.002 -0.142
Si 17.635 7.268 26.36 -0.042 -0.056 0.125
Si 16.289 5.025 28.197 -0.045 0.07 -0.027
Si 9.716 -4.237 30.393 -0.055 -0.102 0.01
Si 5.426 -0.006 27.744 -0.043 -0.107 0.076
Si 6.645 3.773 30.099 -0.111 0.043 -0.047
Si 12.103 -5.044 32.022 -0.072 0.152 0.076
Si 10.449 0.352 27.452 0.042 0.006 -0.05
Si 9.05 -1.526 31.743 0.057 -0.153 0.166
Si 2.515 0.297 26.732 0.069 0.017 0.031
Si 12.223 6.983 30.372 -0.02 -0.001 -0.014
Si 18.147 3.868 32.772 -0.107 0.065 0.173
Si 7.545 -5.219 28.549 0.065 0.108 0.065
Si 5.576 7.957 23.806 0.002 -0.019 -0.194
Si 16.577 9.723 30.668 0.013 0.012 -0.051
Si 10.344 11.093 27.669 0.049 -0.1 0.029
Si 10.99 -2.784 23.688 0.031 -0.097 -0.139
Si 15.946 1.721 32.777 0.028 -0.013 0.141
Si 10.273 6.854 32.74 0.045 0.02 0.11
Si 17.447 3.024 26.531 0.005 0.063 -0.101
Si 13.555 -2.311 31.853 0.111 -0.069 0.159
Si 10.657 1.845 24.705 0.012 -0.045 -0.098
Si 5.272 9.008 29.038 -0.08 -0.006 -0.061
Si 16.739 9.858 27.753 -0.021 -0.044 0.115
Si 9.899 -2.452 26.472 -0.003 -0.116 0.055
Si 11.584 0.013 31.854 0.053 0.035 0.154
Si 7.845 5.754 23.868 0.032 -0.017 -0.238
Si 17.837 -1.224 29.19 0.056 0.044 0.078
Si 13.199 11.264 23.811 0.031 -0.004 -0.243
Si 5.195 -3.644 32.907 -0.06 0.023 0.097
Si 12.826 3.726 24.341 0.112 -0.023 -0.041
Si 17.823 -4.288 29.355 -0.021 -0.084 0.087
Si 9.073 4.042 26.019 0.063 -0.037 -0.032
Si 16.28 8.116 23.9 0.009 0.061 -0.098
Si 3.045 -0.411 23.855 0.134 -0.042 -0.207
Si 3.723 2.924 30.674 -0.074 -0.067 0.035
Si 6.337 -1.019 32.396 -0.059 0.096 0.007
Si 1.368 14.96 5.429 0.012 -0.001 0.004
Si 4.081 1.366 5.413 -0.001 -0.002 0.001
Si 1.376 4.032 5.45 -0.01 -0.007 0.008
Si 4.1 6.789 5.45 0.001 0.004 0.009
Si 1.348 9.508 5.462 0.001 -0.006 0.011
Si 4.078 12.247 5.453 -0.011 -0.005 0.011
Si 6.815 14.976 5.425 0 0.007 0.002
Si 9.508 1.377 5.436 -0.018 0.003 0.009
Si 6.797 4.084 5.423 -0.001 0.012 0.012
Si 9.511 6.821 5.452 0.002 0.01 0.013
Si 6.793 9.535 5.448 -0.002 -0.001 0.013
Si 9.521 12.257 5.436 -0.007 -0.006 0.006
Si 12.244 14.95 5.444 0.005 0 0.011
Si 14.973 1.343 5.445 -0.001 0.001 0.01
Si 12.231 4.08 5.443 0.005 -0.013 0.01
Si 14.942 6.8 5.44 0.01 0.005 0
Si 12.236 9.498 5.455 -0.001 0.009 0.005
Si 14.97 12.234 5.463 0.002 0.002 0.004
Si 2.727 0.005 6.786 -0.008 0.003 0.002
Si 5.439 2.721 6.785 0.002 0.002 0.001
Si 2.722 5.429 6.795 -0.002 -0.003 -0.005
Si 5.446 8.161 6.808 0.003 -0.003 0
Si 2.72 10.876 6.806 0.008 -0.006 0.003
Si 5.448 13.617 6.791 -0.007 0 -0.004
Si 8.158 0.012 6.8 0.001 0.011 0.005
Si 10.875 2.722 6.803 0.003 0.006 0.001
Si 8.155 5.441 6.795 0.003 -0.003 0.003
Si 10.87 8.164 6.823 -0.003 -0.002 0.006
Si 8.165 10.889 6.799 0.001 -0.002 -0.003
Si 10.879 13.603 6.806 0.004 0.006 -0.001
Si 13.603 -0.008 6.802 0.006 -0.002 -0.002
Si 16.33 2.694 6.815 0.015 -0.006 0.004
Si 13.593 5.437 6.805 -0.004 0.001 -0.005
Si 16.306 8.149 6.811 -0.006 0.006 0.003
Si 13.597 10.871 6.807 0.002 -0.001 0.002
Si 16.335 13.601 6.805 0.002 -0.005 0.001
Si 1.369 1.345 8.168 -0.012 0.002 0.003
Si 4.084 4.076 8.156 -0.004 0.006 -0.005
Si 1.357 6.788 8.157 -0.003 -0.002 -0.001
Si 4.078 9.514 8.165 -0.012 -0.011 -0.001
Si 1.369 12.241 8.167 0.008 0.006 -0.002
Si 4.086 -1.351 8.152 0.005 0.005 0
Si 6.794 1.364 8.156 -0.003 -0.011 0.004
Si 9.513 4.08 8.158 -0.007 -0.008 -0.003
Si 6.806 6.803 8.163 0.005 0.012 -0.003
Si 9.515 9.531 8.171 0.007 0.005 0.001
Si 6.8 12.248 8.154 0.005 0.001 -0.007
Si 9.522 -1.35 8.16 0.005 0 -0.004
Si 12.244 1.362 8.158 0.006 0.006 -0.007
Si 14.965 4.075 8.157 0.007 0.005 -0.007
Si 12.233 6.793 8.169 0 -0.007 -0.007
Si 14.957 9.516 8.169 0.002 0 -0.004
Si 12.234 12.236 8.162 -0.006 -0.008 -0.005
Si 14.964 -1.365 8.163 -0.003 0.001 -0.006
Si 16.322 -0.005 9.524 0.014 -0.004 0
Si 2.726 2.716 9.519 -0.006 -0.006 -0.001
Si 16.321 5.432 9.523 -0.001 -0.001 0.002
Si 2.716 8.153 9.519 -0.001 -0.002 0.003
Si 16.322 10.879 9.52 -0.009 -0.002 -0.004
Si 2.731 13.604 9.517 0 0.001 -0.003
Si 5.441 0.002 9.52 -0.007 0.006 -0.001
Si 8.158 2.718 9.517 -0.002 0.009 -0.003
Si 5.441 5.441 9.515 0.004 -0.001 -0.004
Si 8.159 8.164 9.525 0.007 -0.005 0
Si 5.443 10.881 9.516 -0.004 -0.001 -0.003
Si 8.16 13.605 9.518 0.001 0.003 0.001
Si 10.883 0.005 9.521 -0.002 -0.001 0.002
Si 13.602 2.72 9.522 0.003 0.001 0
Si 10.874 5.434 9.524 0.001 0.003 -0.002
Si 13.596 8.156 9.526 -0.003 0.006 -0.004
Si 10.875 10.886 9.529 0.002 0.003 -0.003
Si 13.598 13.597 9.517 0.002 -0.007 -0.006
Si 1.368 -1.359 10.876 -0.013 0.002 0.002
Si 4.085 1.36 10.88 0.002 0 0.004
Si 1.365 4.073 10.882 0.005 0.002 0.002
Si 4.08 6.795 10.879 -0.004 -0.002 0
Si 1.361 9.518 10.879 -0.001 0.004 -0.002
Si 4.087 12.241 10.879 0 0.005 0.005
Si 6.801 -1.357 10.881 -0.004 0 0.002
Si 9.518 1.36 10.881 0 0.002 -0.002
Si 6.8 4.081 10.873 0 -0.004 0
Si 9.517 6.8 10.88 0.003 -0.002 -0.001
Si 6.798 9.522 10.883 0.004 -0.003 0
Si 9.515 12.245 10.886 0.01 -0.007 0.001
Si 12.242 -1.358 10.879 0 0 -0.002
Si 14.965 1.361 10.884 0.003 -0.001 -0.003
Si 12.236 4.077 10.884 0 0.008 -0.003
Si 14.96 6.795 10.882 -0.002 0 -0.002
Si 12.235 9.52 10.879 -0.004 0 0.002
Si 14.958 12.238 10.873 0.004 0 0.001
Si 2.727 -0.001 12.239 -0.002 -0.001 0.002
Si 5.448 2.72 12.234 0.002 0.008 0
Si 2.729 5.429 12.242 -0.005 -0.002 0.003
Si 5.437 8.158 12.239 -0.002 0.002 0.003
Si 2.721 10.882 12.236 -0.004 -0.005 0.005
Si 5.447 13.598 12.243 -0.001 -0.004 0.002
Si 8.157 0.004 12.245 0.002 -0.002 0.003
Si 10.876 2.717 12.245 -0.002 -0.003 0.004
Si 8.157 5.438 12.235 0.004 0.004 -0.004
Si 10.872 8.164 12.236 0.006 -0.005 -0.004
Si 8.159 10.879 12.248 -0.003 0.006 0.006
Si 10.876 13.609 12.24 -0.002 0.005 0.002
Si 13.603 0.001 12.241 0.003 0.002 0.001
Si 16.327 2.718 12.248 -0.001 0.002 0.002
Si 13.593 5.442 12.244 -0.002 -0.003 0.003
Si 16.322 8.157 12.238 -0.006 0 0.003
Si 13.596 10.882 12.232 0.002 -0.003 0
Si 16.321 13.602 12.222 0.01 -0.002 -0.005
Si 1.377 1.36 13.606 0 0 0.003
Si 4.098 4.071 13.602 0.006 -0.013 -0.002
Si 1.368 6.794 13.592 0.015 -0.008 0
Si 4.079 9.521 13.597 -0.007 0.007 0.006
Si 1.358 12.255 13.584 -0.021 0.015 -0.002
Si 4.088 -1.36 13.6 -0.003 -0.004 0
Si 6.799 1.368 13.607 -0.007 0.011 0.001
Si 9.507 4.075 13.6 -0.003 0.008 0.002
Si 6.799 6.795 13.596 0.003 -0.004 -0.001
Si 9.515 9.512 13.609 0.008 -0.016 0.005
Si 6.803 12.24 13.611 0.005 -0.008 0.006
Si 9.515 -1.356 13.606 -0.002 0.006 0.006
Si 12.239 1.356 13.603 0.008 -0.004 0.006
Si 14.957 4.081 13.599 -0.007 0.007 0
Si 12.227 6.809 13.596 -0.009 0.011 -0.001
Si 14.957 9.522 13.587 0.003 -0.001 0.005
Si 12.236 12.244 13.591 0.006 0.001 0.001
Si 14.972 -1.362 13.59 0.006 -0.009 -0.004
Si 16.34 -0.012 14.952 0.003 0.001 0.001
Si 2.755 2.706 14.969 0.004 0.007 0.001
Si 16.325 5.44 14.951 -0.005 -0.002 -0.003
Si 2.729 8.149 14.955 -0.003 -0.003 -0.002
Si 16.313 10.897 14.931 0.005 -0.003 -0.005
Si 2.718 -2.714 14.953 -0.001 -0.005 -0.003
Si 5.441 0.004 14.962 -0.003 -0.006 -0.004
Si 8.15 2.727 14.98 0.004 -0.001 0.002
Si 5.46 5.426 14.964 0.001 0.007 -0.003
Si 8.148 8.147 14.968 -0.003 -0.001 0.002
Si 5.436 10.879 14.965 0 -0.002 -0.005
Si 8.16 -2.716 14.974 -0.003 -0.005 -0.008
Si 10.872 0.004 14.967 -0.004 -0.002 -0.007
Si 13.599 2.719 14.961 -0.005 0.002 -0.004
Si 10.856 5.45 14.946 0.006 -0.003 -0.002
Si 13.587 8.175 14.948 0.002 -0.006 0
Si 10.877 10.886 14.952 0.003 0.006 0
Si 13.604 -2.717 14.943 0.002 0.004 -0.003
O 11.749 0.943 28.217 0.01 0.242 -0.248
O 5.416 2.709 22.288 -0.171 -0.123 0.449
O 10.393 -3.812 34.548 0.196 -0.015 -0.023
O 2.581 5.47 22.203 0.052 0.241 0.426
O 5.279 3.301 30.806 -0.026 -0.207 0.498
O 13.723 5.508 21.96 -0.131 0.029 0.224
O 12.615 9.996 22.994 0 -0.033 0.25
O 12.274 -1.399 31.509 -0.37 -0.127 -0.227
O 17.233 9.177 23.131 0.132 0.064 0.411
O 4.818 1.661 34.454 -0.145 -0.08 -0.224
O 17.744 8.994 31.526 0.095 -0.453 -0.248
O 9.773 -3.518 22.93 -0.24 0.117 0.233
O 8.269 -0.126 22.264 0.144 -0.069 0.571
O 9.998 -0.223 31.687 -0.495 0.655 -0.111
O 4.901 8.382 25.204 -0.087 0.568 0.106
O 15.827 7.026 34.33 0.19 0.133 -0.614
O 2.181 -1.163 34.376 -0.19 0.184 -0.285
O 10.881 7.167 31.275 -0.248 0.438 -0.469
O 12.027 0.302 33.383 0.587 0.112 -0.182
O 12.268 -5.252 33.613 0.401 -0.144 -0.086
O 2.767 10.839 22.271 -0.086 -0.087 0.657
O 3.819 -3.099 33.572 -0.347 -0.293 -0.284
O 8.242 5.236 25.335 -0.466 0.408 0.45
O 7.624 4.287 31.251 0.461 0.13 -0.228
O 11.182 9.746 27.336 -0.155 0.007 -0.169
O 9.004 -2.076 33.272 -0.277 0.025 -0.175
O 2.246 -0.017 25.184 -0.37 0.238 -0.151
O 4.632 -3.79 23.139 -0.057 -0.11 0.488
O 9.547 -2.656 30.698 0.277 0.214 -0.283
O 6.665 0.076 33.535 0.622 0.053 -0.289
O 7.695 9.741 34.34 -0.148 0.109 -0.52
O 4.415 7.22 22.968 -0.095 0.03 0.564
O 13.601 0.062 22.17 0.045 -0.026 0.512
O 5.747 -4.97 33.625 0.047 -0.402 -0.509
O 14.455 3.698 24.335 0.061 0.321 0.308
O 6.526 -1.929 23.092 0.365 0.006 0.195
O 13.988 -2.231 33.421 0.047 0.23 0.124
O 12.145 3.732 22.873 -0.427 -0.054 0.295
O 3.783 5.56 28.782 -0.314 0.202 0.268
O 10.302 1.25 23.239 0.264 -0.294 0.176
O 13.521 10.784 25.308 -0.374 0.226 0.553
O 8.776 10.704 27.576 -0.068 -0.537 -0.325
O 4.334 8.895 27.71 -0.355 0.348 -0.238
O 16.684 4.05 22.817 -0.237 0.042 0.134
O 16.171 3.656 27.314 -0.599 -0.162 0.174
O 9.13 0.969 28.169 0.029 -0.122 0.464
O 5.966 -3.118 25.377 -0.095 -0.323 0.077
O 15.206 9.555 31.45 0.151 0.087 -0.048
O 16.795 0.7 33.683 0.273 -0.184 -0.127
O 12.489 5.41 30.075 -0.169 -0.362 0.283
O 10.392 -2.079 24.991 0.208 0.413 -0.081
O 11.468 6.22 33.618 0.117 0.347 -0.405
O 10.558 -3.924 26.725 0.316 -0.141 -0.233
O 17.174 7.134 24.817 0.478 -0.571 -0.237
O 10.895 8.139 22.248 0.128 -0.091 0.371
O 10.677 -4.646 29.15 0.475 -0.079 0.263
O 10.527 -4.85 31.663 -0.331 -0.234 0.361
O 2.849 3.986 31.531 -0.098 0.551 -0.353
O 12.806 4.969 27.553 0.192 0.062 -0.166
O 1.994 -0.887 27.689 -0.028 -0.518 -0.278
O 7.553 -1.045 31.34 0.056 0.009 -0.55
O 17.96 1.605 27.092 -0.352 -0.146 0.205
O 10.418 -1.279 27.48 0.031 -0.195 0.613
O 15.325 0.892 31.555 -0.211 0.183 -0.102
O 6.272 -2.468 33.115 0.308 -0.095 0.242
O 4.891 6.988 34.396 -0.156 0.183 -0.47
O 9.072 5.803 32.694 0.013 0.056 -0.097
O 14.527 11.816 23.062 0.328 -0.337 0.455
O 5.067 -4 31.33 0.28 0.33 -0.398
O 3.073 -4.343 29.713 0.14 0.414 -0.534
O 13.909 8.668 33.513 -0.229 0.16 0.024
O 5.522 7.47 29.529 0.075 -0.111 0.463
O 1.932 -1.051 22.895 0.088 0.105 0.284
O 6.664 -4.032 27.853 -0.282 -0.039 0.221
O 17.561 5.269 33.357 0.112 0.089 -0.631
O 7.153 4.539 23.064 -0.086 0.034 0.44
O 12.118 -3.889 23.956 0.13 -0.058 0.136
O 16.324 -2.734 22.23 0.111 -0.062 0.28
O 10.404 0.784 25.891 -0.261 -0.2 -0.166
O 10.215 1.686 34.484 0.067 -0.091 -0.384
O 5.016 0.125 29.302 0.216 0.195 0.151
O 14.725 2.384 33.595 -0.358 0.032 -0.238
O 4.215 -1.457 24.232 0.107 0.149 0.21
O 11.668 -1.596 22.854 -0.272 0.201 0.303
O 6.615 1.02 27.381 0.017 0.127 -0.435
O 4.121 0.432 26.893 0.265 0.415 -0.174
O 6.611 5.249 33.492 -0.248 -0.235 -0.273
O 13.449 8.584 26.818 0.175 -0.239 0.074
O 9.156 6.29 23.072 0.365 -0.364 0.355
O 6.348 4.973 29.043 0.207 0.016 -0.217
O 17.603 -5.119 27.985 0.18 0.236 -0.571
O 17.6 4.857 29.146 0 0.182 0.847
O 16.658 6.317 27.255 -0.044 0.328 -0.088
O 3.252 3.054 29.131 0.181 -0.395 -0.286
O 2.748 -0.959 30.211 -0.054 -0.046 0.34
O 10.301 4.683 26.856 -0.17 0.037 0.53
O 8.082 10.914 22.218 0.175 0.17 0.294
O 6.154 9.256 23.035 -0.302 0.186 0.413
O 7.369 2.539 29.372 0.109 -0.335 0.093
O 8.282 -2.481 26.543 0.145 0.346 0.115
O 16.94 -5.016 30.512 -0.105 0.483 0.362
O 14.751 -1.669 30.952 0.463 -0.357 -0.261
O 12.047 1.195 30.857 -0.089 0.534 0.146
O 3.072 8.65 33.555 -0.071 -0.259 -0.495
O 8.146 3.141 26.971 -0.18 0.249 0.255
O 2.911 7.008 26.427 0.137 -0.49 -0.112
O 12.643 9.88 31.428 -0.218 -0.228 -0.423
O 17.379 -2.763 29.224 -0.322 -0.004 0.052
O 4.9 -0.755 31.729 -0.344 -0.092 0.154
O 9.661 8.177 33.458 0.183 0.283 -0.514
O 8.467 3.403 33.587 0.065 -0.065 -0.187
O 15.502 7.224 22.823 0.094 0.082 0.176
O 13.194 2.966 29.254 0.29 0.048 0.063
O 16.563 -0.33 29.593 0.085 0.486 -0.02
O 12.274 5.056 25.085 0.197 0.201 -0.372
O 9.662 3.112 24.841 -0.344 0.26 -0.575
O 14.049 0.42 29.362 0.165 -0.243 -0.684
O 17.459 -5.843 33.675 -0.108 -0.188 -0.088
O 13.076 -3.829 31.524 0.298 -0.107 -0.469
O 15.512 1.705 23.037 0.186 -0.328 0.343
O 12.191 2.354 24.943 0.34 -0.441 0.288
O 2.698 3.211 33.948 0.092 -0.211 -0.001
O 2.357 4.071 26.886 0.469 0.372 -0.277
O 16.483 9.114 29.177 -0.322 -0.61 -0.135
O 3.687 0.9 23.148 -0.317 0.137 0.541
O 15.2 8.863 24.831 -0.155 -0.097 -0.149
O 16.929 2.913 32.308 -0.329 0.099 -0.577
O 6.652 9.776 28.719 0.225 -0.02 0.148
O 4.56 9.866 30.194 -0.262 -0.378 0.376
O 14.912 5.087 29.038 0.119 0.157 0.301
O 11.375 7.07 26.64 -0.531 -0.042 -0.255
O 5.936 -1.511 27.426 -0.023 -0.206 0.187
O 3.514 1.386 31.117 -0.396 -0.06 0.279
O 16.944 2.83 25.013 0.411 -0.056 -0.215
O 8.227 -4.793 29.987 -0.261 -0.109 0.284
O 17.48 8.814 26.797 0.417 0.101 -0.022
O 15.771 -3.929 34.37 -0.101 -0.182 -0.164
O 13.53 7.489 31.183 0.3 -0.568 -0.133
O 13.074 4.289 34.382 -0.139 0.088 -0.338
O 6.807 6.959 24.038 -0.031 -0.079 0.199
O 3.173 -5.47 32.134 0.219 0.279 0.191
O 15.359 10.306 27.065 -0.02 0.429 0.252
O 12.064 7.859 29.015 -0.048 0.262 0.004
O 5.417 6.59 27.081 0.597 -0.103 -0.424

Results
total energy: -101658.524 eV
total energy less fixed offsets of O -438.35, Si -107.03 eV per atom: -5.324 eV
